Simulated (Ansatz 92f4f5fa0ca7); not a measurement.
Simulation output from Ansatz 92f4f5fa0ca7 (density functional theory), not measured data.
Periodic cell of 257 atoms, Si144O113, from a study of silicon, its oxide and their interface. The atomic structure is a simulated model.
This geometry differs little from another in the collection (a relaxation step or a small displacement).

Settings: functional r2SCAN; potential files Ansatz PAW; basis plane waves; wave-function cutoff 800 eV; density cutoff ratio 5; exchange-correlation grid ratio 1; k mesh 1 x 1 x 1, shifted by 0.5 0.5 0 of a step; self-consistency stop 1e-10 eV per atom in the density residual; occupations fixed; spin none; net charge 0.

Cell vectors (angstrom)
a, 10.88, 0, 0
b, 0, 10.88, 0
c, 0.7525, 1.6661, 35.8947

Atoms: element, x, y, z (angstrom)
Si, 11.6625, 3.7789, -7.3904
Si, 9.559, 2.862, -4.2043
Si, 5.7548, 7.8068, -1.0021
Si, 5.7245, 5.9585, -8.7721
Si, 2.8808, 3.5321, -5.3252
Si, 7.1062, 3.2042, -0.0191
Si, 5.8164, 3.9179, -6.4641
Si, 2.0198, 3.6419, -0.6269
Si, 6.2828, 7.6365, 1.3709
Si, 9.9676, 11.3527, 0.5812
Si, 6.1498, 2.3638, 1.873
Si, 9.2589, 5.1852, 1.2976
Si, 1.7447, 8.2077, 1.2781
Si, 4.5972, 11.4838, 1.6854
Si, 10.8809, 14.9433, 2.6388
Si, 4.6696, 5.8699, 1.6495
Si, 5.4913, 9.5042, 2.6756
Si, 8.0241, 12.3748, 2.8634
Si, 5.3557, 4.1571, 3.0413
Si, 8.0406, 6.68, 2.6532
Si, 10.9835, 9.3017, 2.5372
Si, 13.634, 12.316, 2.8525
Si, 12.2242, 13.4599, 1.3774
Si, 2.8718, 6.8129, 2.7372
Si, 4.1028, 8.2412, 4.1241
Si, 6.887, 10.7629, 4.1182
Si, 3.9711, 13.67, 4.3027
Si, 6.8438, 5.4471, 4.248
Si, 9.4896, 8.0949, 3.9409
Si, 12.1779, 10.8466, 3.9877
Si, 9.5327, 13.6607, 4.1115
Si, 12.2637, 5.4353, 3.999
Si, 5.4337, 6.8454, 5.5052
Si, 8.2155, 9.4293, 5.4643
Si, 5.4682, 12.2086, 5.4159
Si, 8.2152, 14.9708, 5.5274
Si, 10.8768, 6.7908, 5.3401
Si, 13.5575, 9.5585, 5.4151
Si, 10.866, 12.2212, 5.417
Si, 13.4986, 15.0245, 5.5671
Si, 6.818, 8.1545, 6.8671
Si, 9.527, 10.8614, 6.8013
Si, 6.8108, 13.5789, 6.7793
Si, 9.5693, 5.4671, 6.8085
Si, 12.218, 8.1562, 6.7256
Si, 4.0743, 10.8896, 6.7703
Si, 12.182, 13.5824, 6.8528
Si, 4.0591, 5.4798, 6.8553
Si, 5.4116, 9.5437, 8.1657
Si, 8.1409, 12.2338, 8.1496
Si, 5.4583, 14.9386, 8.1343
Si, 8.1937, 6.7766, 8.1848
Si, 10.9055, 9.4968, 8.1318
Si, 2.7472, 12.2373, 8.1531
Si, 10.8495, 4.0925, 8.202
Si, 13.5541, 6.853, 8.1572
Si, 4.0329, 8.1928, 9.5254
Si, 6.7606, 10.9163, 9.5135
Si, 4.1205, 13.5849, 9.5054
Si, 6.8188, 5.3991, 9.508
Si, 9.557, 8.1501, 9.5131
Si, 12.2896, 10.8333, 9.4864
Si, 9.4647, 13.613, 9.526
Si, 12.2189, 5.4826, 9.5175
Si, 5.4166, 6.7799, 10.7766
Si, 8.1447, 9.5208, 10.768
Si, 5.4356, 12.2464, 10.9554
Si, 8.1268, 4.0696, 10.9587
Si, 10.8894, 6.8226, 10.9489
Si, 2.7159, 9.5255, 10.9752
Si, 10.8948, 12.2137, 10.7384
Si, 2.7575, 14.9963, 10.7611
Si, 6.7672, 8.1574, 12.0691
Si, 9.5444, 10.8507, 12.0699
Si, 6.7735, 13.5983, 12.3697
Si, 9.4989, 5.4689, 12.2901
Si, 1.3764, 8.1465, 12.3842
Si, 4.0882, 10.8836, 12.3542
Si, 12.2786, 13.5963, 11.9975
Si, 4.1011, 5.4249, 12.1614
Si, 5.5111, 9.4314, 13.5968
Si, 8.2563, 12.1608, 13.5142
Si, 5.3486, 4.1211, 13.6864
Si, 8.0447, 6.8767, 13.5387
Si, -0.0896, 9.5645, 13.6114
Si, 2.6584, 12.3604, 13.5361
Si, 10.9831, 4.0257, 13.4183
Si, 2.8286, 6.7295, 13.6555
Si, 4.6229, 7.6655, 14.9182
Si, 7.3363, 10.3736, 14.7327
Si, 3.5445, 3.1994, 14.9279
Si, 6.3505, 5.8907, 14.8787
Si, 8.9746, 8.6358, 14.8394
Si, 0.8305, 11.4388, 14.6769
Si, 8.6828, 2.8722, 17.3032
Si, 1.7803, 4.9395, 14.7846
Si, 4.4444, 10.0971, -5.0752
Si, 10.0694, 13.1527, 14.6455
Si, 5.9679, 10.0948, 21.5733
Si, 10.1221, 10.2691, 20.9506
Si, 4.7709, 5.1034, -0.5332
Si, 1.4683, 11.0872, 16.8651
Si, 2.7087, 9.1714, 24.188
Si, 12.0802, 7.9748, 21.9645
Si, 4.7085, 7.0272, 24.6205
Si, 3.8438, 8.3476, 20.3377
Si, 3.0123, 8.4736, 17.4851
Si, 2.694, 12.1217, 24.0643
Si, 8.3645, 11.8947, -1.9245
Si, 5.67, 12.0892, -7.0592
Si, 1.4157, 13.0629, -3.2516
Si, 9.8842, 9.2278, -8.003
Si, 4.3039, 3.5025, 19.602
Si, 12.235, 4.1187, 19.5211
Si, 7.7732, 7.8285, -9.7746
Si, 11.1615, 6.3087, -0.7604
Si, 3.5322, 10.052, -0.5597
Si, 8.1409, 5.1568, -5.3825
Si, 7.4356, 5.7403, 16.9904
Si, 10.7126, 12.3914, 19.0518
Si, 8.3213, 9.1141, 23.025
Si, 11.1062, 7.7266, -3.5082
Si, 6.7697, 9.4798, -3.2631
Si, 1.6748, 6.1413, -5.7924
Si, 8.1693, 6.2197, 21.8416
Si, 9.4762, 3.1558, -7.0716
Si, 4.5881, 12.5879, -9.796
Si, 8.7623, 8.2849, -5.145
Si, 5.9235, 6.0495, 19.6701
Si, 11.6092, 3.4628, 24.1891
Si, 6.4997, 10.5791, -9.406
Si, 5.0083, 13.0352, 22.2199
Si, 8.9014, 7.5892, 16.9713
Si, 7.8105, 9.7121, 19.0094
Si, 4.0374, 12.8489, 16.9107
Si, 1.8413, 9.0355, -9.1871
Si, 2.0155, 10.2427, -3.2692
Si, 9.0682, 11.9506, -9.2202
Si, 3.8327, 8.0152, -7.1918
Si, 11.7092, 6.2908, 17.501
Si, 6.2222, 4.7317, 23.5909
Si, 2.032, 3.2802, -10.2214
Si, 10.7878, 5.079, 21.918
Si, 6.7435, 11.5011, 16.6682
O, 4.797, 6.9881, -7.9547
O, 9.5193, 11.2805, -0.9682
O, 12.2035, 8.8114, -3.0875
O, 8.8199, 4.3128, -4.1697
O, 2.5644, 9.4616, 0.6043
O, 4.2438, 11.3549, 0.076
O, 11.2799, 12.2655, 0.73
O, 9.37, 8.7965, -6.5437
O, 4.6272, 8.9528, -0.9336
O, 8.7664, 11.9232, 1.471
O, 10.2321, 9.8767, 1.1705
O, 4.1773, 13.3907, 20.8726
O, 6.7945, 9.6429, 20.2543
O, 1.9919, 9.5535, 16.8688
O, 6.1326, 4.2559, -0.7761
O, 4.2181, 8.1704, 16.4458
O, 4.978, 6.4372, -1.4522
O, 4.6622, 8.8695, -6.1075
O, 10.8087, 6.7747, -2.2544
O, 3.55, 9.0433, 18.9016
O, 6.3121, 6.1368, 18.1121
O, 2.7934, 4.6791, -10.3917
O, 9.1692, 10.281, 22.2637
O, 9.8176, 6.1712, 0.1175
O, 8.9855, 12.6781, -3.1731
O, 6.5428, 4.9035, -5.4113
O, 11.8259, 13.5488, 18.9829
O, 10.4402, 7.286, 17.4442
O, 5.7751, 4.5815, -7.9409
O, 2.5293, 7.8007, 21.0789
O, 1.649, 13.3712, -1.6974
O, 2.7796, 13.4274, -4.0553
O, 2.7047, 10.6212, 23.4671
O, 5.4876, 4.5271, 19.9578
O, 7.3857, 12.9993, 16.7009
O, 11.881, 4.8786, -0.8425
O, 2.6759, 12.0761, 17.3202
O, 3.1828, 9.0156, -8.2904
O, 9.855, 2.7973, 16.1964
O, 4.7391, 7.0597, 20.0193
O, 6.7529, 8.2247, -2.2244
O, 8.015, 8.4113, 18.0842
O, 9.2693, 13.0552, 18.6568
O, 8.7364, 9.0938, 24.5769
O, 6.7413, 9.441, 22.8474
O, 10.7152, 11.7331, 20.5516
O, 11.4613, 5.2831, 18.7301
O, 9.4061, 13.1426, -5.7049
O, 5.9123, 3.4273, 22.6778
O, 8.2297, 4.4051, 17.524
O, 9.558, 10.7879, -8.2199
O, 2.9386, 4.3262, 19.3679
O, 11.1506, 11.2755, 17.9544
O, 2.4688, 5.0442, -4.9107
O, 3.5142, 4.1813, -0.9652
O, 7.4645, 9.1163, -4.6832
O, 2.1887, 7.1134, 17.7567
O, 7.4904, 12.9526, -1.0961
O, 10.1894, 12.2681, -10.311
O, 3.0531, 12.9111, -10.1207
O, 4.7334, 12.7786, -8.1998
O, 1.8739, 2.9901, -6.475
O, 7.455, 10.7082, -2.4953
O, 4.356, 3.606, -5.9074
O, 1.4148, 12.9965, 23.5926
O, 9.3682, 5.3456, 21.2087
O, 1.8573, 4.6038, 24.4087
O, 7.7395, 11.4431, -10.0011
O, 11.887, 5.4139, 16.16
O, 11.1153, 3.1142, -3.8471
O, 8.4267, 4.014, 0.5108
O, 6.6698, 9.0148, -9.6839
O, 9.1677, 8.331, -9.1462
O, 11.8148, 4.2004, 21.0626
O, 7.2187, 10.8754, 18.0797
O, 5.5116, 13.5524, -10.7257
O, 1.499, 8.3748, 23.5025
O, 8.8024, 13.2709, -8.3316
O, 4.8442, 11.4666, -5.8332
O, 5.8589, 11.6914, 21.8655
O, 7.1288, 6.4412, 20.6511
O, 11.8956, 11.5042, -3.4492
O, 4.0216, 12.8092, 23.4731
O, 9.2706, 9.9302, 19.6278
O, 1.7254, 7.706, -10.116
O, 5.1398, 5.9583, 23.4688
O, 1.9055, 10.3064, -10.203
O, 11.7976, 5.3708, -7.0074
O, 4.6268, 2.7276, 18.2241
O, 2.6667, 7.2259, -6.4242
O, 12.1123, 7.3824, -0.0322
O, 7.6093, 5.3753, 23.1021
O, 11.3897, 6.5458, 22.135
O, 11.2276, 9.1244, 21.2076
O, 5.2796, 9.9045, -3.7118
O, 10.5262, 4.1756, 23.2366
O, 5.1093, 11.071, -10.0831
O, 8.6607, 7.6733, 22.3657
O, 8.6923, 4.5621, -6.7939
O, 7.2123, 6.5762, -8.9265
O, 4.514, 9.4423, 21.325
O, 4.1015, 8.3719, 23.9671
O, 11.4783, 9.0577, -8.1614
O, 5.176, 5.7251, -10.2797
O, 6.4863, 10.8984, -7.8019
O, 11.9999, 3.4554, -8.9262
O, 9.7857, 8.5358, -3.9274
O, 8.4222, 6.7186, -5.2597
O, 2.9091, 10.184, -4.61
O, 6.5559, 13.3398, -6.5189
O, 5.1333, 11.695, 16.5517
O, 2.814, 10.5263, -1.9049
O, 11.5204, 6.8732, -4.8106

Results
free energy: -156562.879 eV
free energy less fixed offsets of O -570.45, Si -639.56 eV per atom: -5.389 eV

Forces (eV/angstrom), in the order of the atoms: element, x, y, z
Si, -0.0022, -0.0038, -0.0322
Si, -0.0053, 0.0171, -0.0653
Si, -0.0055, 0.0041, -0.0627
Si, 0.0033, 0.0053, -0.018
Si, 0.0046, 0.0095, -0.0542
Si, 0.0038, -0.0095, -0.0422
Si, 0.0012, -0.0059, -0.0392
Si, -0.0101, -0.0096, -0.0472
Si, 0.0009, 0.0006, 0.0054
Si, 0.0046, 0.0085, -0.0293
Si, 0.0049, 0.0034, -0.0058
Si, 0.0031, 0.0009, -0.0294
Si, 0.0013, 0.0043, -0.0369
Si, -0.0026, -0.0057, -0.0222
Si, -0.0031, -0.0021, -0.0011
Si, 0.0067, 0.0041, -0.0025
Si, -0.0034, -0.0076, 0.0009
Si, 0.019, -0.0028, -0.0174
Si, 0.001, 0.0053, 0.0013
Si, 0.0015, -0.0008, -0.0003
Si, -0.0019, 0.0095, -0.0111
Si, -0.0038, -0.0003, -0.0006
Si, -0.0078, -0.0161, -0.018
Si, -0.0044, -0.0058, 0.0039
Si, 0.0046, -0.0043, -0.0006
Si, 0.0016, -0.0038, -0.0083
Si, 0.0012, -0.0024, 0.0065
Si, 0.0007, 0.0033, -0.0012
Si, -0.005, 0.0049, -0.0003
Si, 0.001, -0.0003, -0.0027
Si, 0.0028, -0.0025, 0.0013
Si, -0.0005, -0.0008, -0.0039
Si, 0.0036, 0.0038, 0
Si, -0.0017, -0.0014, -0.0019
Si, -0.0027, 0.0042, -0.004
Si, 0.0014, -0.002, 0.0021
Si, 0.0011, -0.0014, 0.0013
Si, 0.0031, 0.0054, -0.0027
Si, 0.0038, 0.0024, -0.0013
Si, -0.0007, 0.0028, -0.0012
Si, 0.0021, -0.0022, 0.0004
Si, 0.0048, -0.0013, 0.0006
Si, 0.0043, 0.0002, 0.0004
Si, 0.0015, 0, 0.0011
Si, -0.0003, -0.0001, -0.0013
Si, 0.0014, -0.0009, -0.0005
Si, -0.0007, 0.0015, 0.0013
Si, 0.0001, 0.0005, -0.0015
Si, -0.0021, 0.0023, -0.0002
Si, -0.0031, 0.0042, -0.001
Si, 0.0028, -0.0033, 0.0004
Si, 0.0066, -0.0035, 0.0007
Si, 0.003, -0.0022, 0.0007
Si, 0.0027, -0.0029, 0.0008
Si, -0.0045, 0.0029, -0.0017
Si, -0.0001, 0.0035, -0.0015
Si, -0.0028, -0.0004, 0.0039
Si, 0.0002, 0.0013, 0.0016
Si, 0.0042, 0.0004, -0.0008
Si, 0.0015, -0.0046, -0.0005
Si, -0.0002, 0, 0.0002
Si, 0.0017, -0.0028, -0.0022
Si, 0.0002, -0.0001, 0.0019
Si, 0.0012, 0.004, 0.0002
Si, 0.0005, -0.0029, 0.0007
Si, 0.0059, 0.0001, 0.0019
Si, -0.0028, 0.0034, 0.0051
Si, -0.0026, 0.0041, 0.0052
Si, 0.0013, 0.0014, 0.0039
Si, 0.0008, 0.0019, 0
Si, 0.0016, -0.0005, 0.0001
Si, 0.0009, 0.0003, 0.0004
Si, 0, -0.0002, 0.0059
Si, 0.0028, -0.0014, 0.0075
Si, -0.0008, 0.0019, 0.0038
Si, -0.0004, 0.0022, 0.0085
Si, -0.0015, 0.0024, 0.0072
Si, 0.0017, -0.001, -0.0024
Si, 0.0034, -0.0029, 0.0042
Si, 0.0032, -0.0048, 0.0034
Si, 0.0009, -0.0017, -0.0059
Si, 0.0025, -0.0039, -0.0023
Si, -0.0047, 0.0057, -0.0073
Si, 0.0018, -0.001, 0.0019
Si, -0.0023, 0.003, -0.0052
Si, 0.0005, 0.0081, -0.0018
Si, 0.0045, -0.0005, -0.0015
Si, 0.0023, -0.002, -0.0027
Si, -0.0045, 0.0055, 0.0278
Si, 0.0037, -0.0003, 0.0004
Si, 0.0021, -0.006, 0.004
Si, 0.0017, 0, 0.0011
Si, -0.0014, -0.0005, -0.0016
Si, 0.0063, -0.0079, -0.0004
Si, -0.0018, -0.009, 0.0599
Si, -0.0121, 0.0067, 0.0365
Si, 0.0067, 0.002, -0.0665
Si, -0.0116, 0.0079, 0.024
Si, -0.006, 0.0092, 0.0551
Si, 0.0045, -0.0173, 0.0589
Si, 0.002, -0.0002, -0.0471
Si, -0.0041, -0.0084, 0.0621
Si, 0.0023, 0.0033, 0.0134
Si, -0.0046, -0.003, 0.0404
Si, -0.0063, -0.0031, 0.0115
Si, -0.003, -0.0032, 0.0711
Si, -0.0039, -0.0006, 0.0721
Si, -0.0073, -0.0032, 0.014
Si, 0.0006, -0.0025, -0.076
Si, 0.0049, 0.005, -0.0407
Si, 0.003, 0.0068, -0.0707
Si, -0.0006, 0.0051, -0.0386
Si, -0.0059, 0.0147, 0.0769
Si, -0.0031, -0.0077, 0.0643
Si, -0.0079, 0.0062, -0.0031
Si, -0.0017, 0.0006, -0.0624
Si, -0.0125, 0.0071, -0.067
Si, -0.0151, -0.0022, -0.045
Si, -0.0181, -0.0143, 0.0747
Si, 0.008, 0.0057, 0.0712
Si, 0.0017, -0.0083, 0.0298
Si, -0.007, 0.0037, -0.071
Si, -0.0077, 0.0092, -0.0776
Si, 0.0094, -0.0047, -0.0487
Si, 0.0059, -0.0018, 0.0462
Si, 0.0043, 0.0034, -0.0346
Si, -0.0057, -0.0033, -0.0141
Si, 0.0106, -0.0087, -0.0563
Si, -0.0011, 0.0095, 0.0905
Si, 0.0066, -0.0008, 0.0185
Si, 0.0019, -0.0007, -0.0157
Si, 0.0048, 0.0007, 0.0498
Si, 0.0219, 0.0072, 0.0683
Si, 0.002, 0.002, 0.0946
Si, 0.0026, 0.0047, 0.0575
Si, -0.0024, 0.0008, -0.0179
Si, -0.0009, -0.0055, -0.0688
Si, -0.0005, -0.0047, -0.0175
Si, 0.001, -0.0049, -0.0427
Si, 0.005, -0.0085, 0.0568
Si, -0.0073, 0.0027, 0.0242
Si, 0.0043, -0.0015, -0.0053
Si, -0.0115, 0.0039, 0.045
Si, 0.0038, 0.0097, 0.0558
O, -0.0038, 0.0008, 0.0126
O, 0.013, -0.0021, 0.0385
O, 0.0026, 0.0039, 0.0327
O, 0.0044, -0.014, 0.019
O, -0.0133, -0.0136, 0.0215
O, 0.0109, 0.0079, 0.0299
O, -0.0175, 0.0012, 0.0145
O, -0.0082, -0.012, 0.0424
O, 0.0049, -0.0056, 0.0178
O, 0.007, 0.0123, 0.024
O, 0.0051, -0.0025, 0.0221
O, -0.0079, 0.0114, -0.0424
O, 0.0138, -0.0017, -0.0485
O, -0.0099, 0.0184, -0.0399
O, 0.0012, -0.0057, 0.0171
O, 0.0143, -0.0126, -0.0389
O, 0.0052, -0.0062, 0.0388
O, 0.0004, 0.0117, 0.0282
O, 0.0025, -0.0166, 0.0554
O, -0.0121, 0.0031, -0.0578
O, 0.0433, -0.0132, -0.0818
O, -0.0005, 0, -0.0001
O, 0.0087, 0.0046, -0.0286
O, -0.0112, -0.0103, 0.0237
O, -0.0121, -0.024, 0.0503
O, 0.0095, 0.0065, 0.0194
O, -0.0061, -0.0088, -0.0216
O, -0.0329, -0.001, -0.0383
O, -0.003, -0.007, 0.0195
O, 0.0166, 0.0013, -0.0351
O, 0.0076, 0.0178, 0.0551
O, -0.0133, -0.0159, 0.0418
O, -0.0029, -0.0022, -0.0082
O, -0.0043, -0.0006, -0.0275
O, 0.0029, -0.0031, -0.0189
O, 0.0034, 0.0016, 0.022
O, 0.009, 0.0028, -0.0375
O, 0.0066, -0.0094, 0.0153
O, 0.0167, -0.0066, -0.0413
O, 0.0056, -0.0051, -0.0264
O, -0.0094, -0.0192, 0.052
O, 0.0174, -0.0292, -0.0599
O, -0.0126, 0.0133, -0.0426
O, -0.0064, 0.0016, -0.009
O, -0.0008, 0.0007, -0.0239
O, 0.0033, 0.0141, -0.045
O, -0.0041, 0.0234, -0.0469
O, -0.0047, -0.0047, 0.0454
O, -0.0064, -0.0078, -0.0158
O, -0.01, 0.0326, -0.0294
O, 0.0016, -0.0076, 0.0089
O, -0.0035, -0.0018, -0.0148
O, 0.0152, -0.0115, -0.0523
O, -0.0008, -0.0008, 0.0207
O, 0.0056, 0.0063, 0.0173
O, -0.0095, 0.0079, 0.0315
O, -0.0064, -0.0002, -0.0323
O, -0.0141, 0.019, 0.039
O, -0.0053, 0, 0.0027
O, 0.0003, -0.0011, 0.0034
O, 0.0035, 0.0016, 0.0169
O, 0.0139, -0.0008, 0.0299
O, 0.0088, 0.0103, 0.0279
O, -0.0092, 0.0021, 0.0179
O, -0.0002, -0.0003, -0.0061
O, -0.0008, -0.0024, -0.0167
O, -0.0051, -0.0015, -0.0043
O, -0.0005, -0.0036, 0.0079
O, 0.0159, -0.0068, -0.0487
O, 0.0074, -0.0088, 0.0268
O, 0.0085, 0.0064, 0.0235
O, 0.0054, -0.0045, 0.0031
O, 0.0032, 0.0024, 0.0107
O, 0.0088, -0.0121, -0.0431
O, -0.0085, 0.0187, -0.0574
O, 0.0004, 0.0004, -0.0046
O, -0.0038, -0.0058, -0.0222
O, 0.004, 0.0052, 0.0147
O, -0.0095, -0.0133, 0.0286
O, -0.0003, -0.0059, -0.0205
O, -0.0255, -0.0033, -0.0419
O, -0.0002, -0.0003, 0.0241
O, 0.0081, 0.001, -0.0152
O, -0.0163, -0.0022, -0.0408
O, -0.0031, -0.0033, 0.0035
O, 0.0011, -0.0034, -0.0061
O, -0.0006, -0.0039, 0.0014
O, 0.0115, 0.0067, 0.0228
O, -0.0079, -0.0194, -0.0632
O, -0.0082, -0.0094, 0.0204
O, 0.0097, 0.0173, 0.0343
O, 0.0028, 0.0049, -0.0151
O, 0, -0.0045, -0.0173
O, -0.0054, 0.0078, -0.0205
O, 0.0142, -0.006, 0.0302
O, -0.003, 0.0057, -0.0202
O, -0.0006, -0.0017, 0.0032
O, -0.0037, -0.0005, -0.0072
O, -0.012, 0.0025, 0.0263
O, -0.0043, -0.0026, 0.0014
O, -0.002, -0.0085, -0.0214
O, -0.0015, 0.0004, -0.0069
O, -0.0084, -0.0026, 0.0109
O, -0.0007, 0.0005, 0.0042
O, -0.0054, 0.005, 0.0183
O, -0.0072, 0.003, 0.0246
O, 0.0121, -0.0025, 0.027
O, -0.0011, 0.0064, 0.0146
O, -0.0165, 0.0026, 0.0315
O, -0.0044, -0.0006, 0.0132
O, 0.0061, 0.0039, -0.0147
O, 0.0205, -0.0013, 0.0509
O, -0.0098, 0.0134, 0.0394

The program warned: the cutoff lies below the one the program advises for these potential files; the forces do not sum to zero within the program's tolerance; empty levels may hold ghost states of the PAW files; the exchange-correlation potential is rough where the density is thin.
